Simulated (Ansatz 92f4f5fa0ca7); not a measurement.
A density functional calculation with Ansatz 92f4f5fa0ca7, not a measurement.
Periodic cell of 288 atoms, Si196O92, from a study of silicon, its oxide and their interface. The atomic structure is a simulated model.
Doubt: the cutoff is low for norm-conserving oxygen, so forces and energies are approximate.
Doubt: the program's own warning below bears on the result.
This geometry differs little from another in the collection (a relaxation step or a small displacement).

Settings
functional: HSE06
potential files: SPMS norm-conserving
basis: plane waves
wave-function cutoff: 800 eV
density cutoff ratio: 4
exchange-correlation grid ratio: 1
k mesh: 1 x 1 x 1, Gamma-centred
occupations: fixed
spin: none
net charge: 0

Cell vectors (angstrom)
a 11.6015 0 0
b 0 10.938 0
c 0 0 40.5641

Atoms: element, x, y, z (angstrom)
Si 0 0 0.9665
Si 3.8672 0 0.9665
Si 7.7343 0 0.9665
Si 1.9336 1.3673 0.9665
Si 5.8008 1.3673 0.9665
Si 9.6679 1.3673 0.9665
Si 0 5.469 0.9665
Si 3.8672 5.469 0.9665
Si 7.7343 5.469 0.9665
Si 1.9336 6.8362 0.9665
Si 5.8008 6.8362 0.9665
Si 9.6679 6.8362 0.9665
Si 1.9336 2.7345 39.5971
Si 5.8008 2.7345 39.5971
Si 9.6679 2.7345 39.5971
Si 0 4.1018 39.5971
Si 3.8672 4.1018 39.5971
Si 7.7343 4.1018 39.5971
Si 1.9336 8.2035 39.5971
Si 5.8008 8.2035 39.5971
Si 9.6679 8.2035 39.5971
Si 0 9.5708 39.5971
Si 3.8672 9.5708 39.5971
Si 7.7343 9.5708 39.5971
Si 0 0 4.8337
Si 3.8672 0 4.8337
Si 7.7343 0 4.8337
Si 1.9336 1.3673 4.8337
Si 5.8008 1.3673 4.8337
Si 9.6679 1.3673 4.8337
Si 0 5.469 4.8337
Si 3.8672 5.469 4.8337
Si 7.7343 5.469 4.8337
Si 1.9336 6.8362 4.8337
Si 5.8008 6.8362 4.8337
Si 9.6679 6.8362 4.8337
Si 1.9336 2.7345 2.9001
Si 5.8008 2.7345 2.9001
Si 9.6679 2.7345 2.9001
Si 0 4.1018 2.9001
Si 3.8672 4.1018 2.9001
Si 7.7343 4.1018 2.9001
Si 1.9336 8.2035 2.9001
Si 5.8008 8.2035 2.9001
Si 9.6679 8.2035 2.9001
Si 0 9.5708 2.9001
Si 3.8672 9.5708 2.9001
Si 7.7343 9.5708 2.9001
Si 0.3815 0.001 29.777
Si 4.0854 0.1152 29.988
Si 7.4525 -0.0827 29.9378
Si 2.1799 1.4191 29.8044
Si 5.8724 1.5982 30.1589
Si 9.6235 1.9062 29.6432
Si 0.2106 5.2187 29.9772
Si 4.1195 5.3827 30.0107
Si 7.9844 5.6917 29.8927
Si 2.0598 6.6706 29.929
Si 5.9233 6.8599 30.0054
Si 10.0598 6.8269 29.9533
Si 2.02 2.6684 31.8559
Si 5.868 2.8975 32.0555
Si 9.6226 2.7896 31.8441
Si 0.0566 3.9768 31.9233
Si 3.8742 4.1378 31.9885
Si 7.8015 4.281 31.8689
Si 2.0155 8.1812 31.83
Si 5.8549 8.2324 31.9257
Si 9.7934 8.2465 31.8392
Si 0.0943 9.6348 31.7959
Si 3.9189 9.6098 31.8806
Si 7.7909 9.5575 31.886
Si 0.0657 0.0187 33.761
Si 3.9353 0.011 33.8252
Si 7.7917 -0.0001 33.8075
Si 2.0064 1.3499 33.8072
Si 5.8739 1.387 33.8591
Si 9.7051 1.3654 33.7495
Si 0.0496 5.4683 33.7826
Si 3.8842 5.5206 33.8705
Si 7.7918 5.5546 33.8282
Si 1.9591 6.8696 33.8068
Si 5.8281 6.8588 33.8385
Si 9.7429 6.8775 33.7874
Si 1.9571 2.7398 35.7281
Si 5.8355 2.7562 35.7651
Si 9.6987 2.7317 35.7055
Si 0.0251 4.1064 35.7239
Si 3.8875 4.1011 35.7517
Si 7.7739 4.1161 35.7217
Si 1.9443 8.2253 35.7384
Si 5.8255 8.2231 35.7551
Si 9.7082 8.2179 35.7349
Si 0.021 9.5976 35.7164
Si 3.8925 9.5721 35.7434
Si 7.7676 9.5708 35.7362
Si 0 0 37.6635
Si 3.8672 0 37.6635
Si 7.7343 0 37.6635
Si 1.9336 1.3673 37.6635
Si 5.8008 1.3673 37.6635
Si 9.6679 1.3673 37.6635
Si 0 5.469 37.6635
Si 3.8672 5.469 37.6635
Si 7.7343 5.469 37.6635
Si 1.9336 6.8362 37.6635
Si 5.8008 6.8362 37.6635
Si 9.6679 6.8362 37.6635
Si 1.9141 2.7154 6.7796
Si 5.7896 2.728 6.7735
Si 9.6221 2.7208 6.7722
Si -0.025 4.0654 6.7175
Si 3.8474 4.0813 6.7683
Si 7.7059 4.1051 6.7797
Si 1.9125 8.2065 6.7368
Si 5.7768 8.1794 6.7719
Si 9.6402 8.2043 6.7532
Si -0.028 9.5711 6.7815
Si 3.8579 9.5547 6.7503
Si 7.6952 9.5531 6.7865
Si -0.0709 0.0138 8.7219
Si 3.8633 0.0057 8.6568
Si 7.6589 -0.0661 8.7689
Si 1.9119 1.3137 8.706
Si 5.7797 1.375 8.7218
Si 9.5626 1.3177 8.6889
Si -0.031 5.4309 8.6106
Si 3.8322 5.4294 8.7121
Si 7.6962 5.4593 8.7361
Si 1.9116 6.8135 8.6306
Si 5.7492 6.802 8.7069
Si 9.6405 6.7964 8.6437
Si 1.9147 2.639 10.654
Si 5.7814 2.7291 10.6847
Si 9.5397 2.6259 10.6333
Si -0.0736 3.868 10.3829
Si 3.7988 4.0888 10.6866
Si 7.6864 4.1378 10.7209
Si 1.8862 8.3257 10.4285
Si 5.6879 8.132 10.6573
Si 9.6286 8.1127 10.5834
Si -0.0676 9.5876 10.6489
Si 3.8485 9.6464 10.6043
Si 7.6706 9.4202 10.7102
Si 0.342 -0.2595 12.7854
Si 3.9357 0.0975 12.5822
Si 7.6935 -0.3045 12.7589
Si 2.0055 1.4139 12.7312
Si 5.9439 1.3054 12.6174
Si 9.3406 1.3461 12.6738
Si -0.0459 5.2963 12.1297
Si 3.5406 5.5533 12.5763
Si 7.586 5.5165 12.7475
Si 1.6496 6.9109 12.208
Si 5.5739 6.8161 12.6599
Si 9.68 6.6727 12.4654
O 7.4737 4.6073 14.1329
O -12.868 7.7017 13.5934
O 7.7679 9.8082 14.2196
O 0.5923 20.4523 13.9233
O 28.7279 -3.0702 13.9266
O 3.0606 4.6946 13.9078
O 10.6931 0.6651 13.2563
O 15.1105 8.165 15.5822
O 1.8961 13.3247 14.0875
O 32.085 2.4632 13.7681
O 6.2307 2.269 13.9487
O -7.7127 9.9585 13.8159
O 11.121 12.2963 29.415
O 1.9425 2.3451 28.4526
O 5.5836 7.6871 28.6175
O -16.273 9.8976 28.7337
O 10.5252 7.708 28.62
O 0.212 4.3157 28.5767
O 1.641 -3.3213 28.6336
O 4.7743 2.2074 27.2529
O -30.291 -6.6622 28.8394
O 15.9174 -0.8853 28.6885
O 11.9317 9.9081 28.5219
O 8.8348 11.4597 29.3748
Si 11.8844 4.2196 20.1496
Si 2.8793 7.9727 17.0471
Si 8.2996 4.2906 28.0471
Si 6.4224 2.4191 23.4532
Si 10.9867 12.5749 18.5002
Si 0.8376 5.9787 16.3958
Si 8.5746 0.3818 24.3176
Si 1.6923 10.4959 18.3799
Si 9.6504 5.2368 25.2927
Si 4.793 6.5015 18.851
Si 7.3115 9.7847 15.8059
Si 6.619 9.9385 20.2349
Si 0.2403 7.5021 25.0676
Si 0.4476 8.6068 20.3871
Si 5.9967 10.1806 25.3001
Si 10.1198 8.9395 22.8514
Si 7.5589 3.0339 14.5042
Si 3.0095 6.5923 23.7088
Si 4.6628 8.9408 14.7782
Si -3.1256 1.4102 19.9865
Si 1.0351 3.012 22.9411
Si 0.3126 8.36 28.0583
Si 7.5889 4.0242 21.2614
Si 10.7959 2.3716 25.104
Si 2.6317 4.1559 25.176
Si 11.9421 7.9 13.8897
Si 5.5197 3.0804 28.3822
Si 5.0373 3.6857 19.5163
Si 8.3689 1.6356 17.0566
Si 7.6381 7.8027 18.2612
Si 5.5934 9.2201 28.1383
Si 5.5955 8.2725 22.8124
Si 4.7862 2.0439 25.6618
Si 3.8174 13.1211 21.7433
Si 1.6628 3.9768 14.3432
Si 4.3569 0.7822 19.2585
Si 1.0082 3.328 27.556
Si 8.1615 6.5086 22.7978
Si 2.4775 6.2153 20.8257
Si 10.4887 6.4947 18.7235
O 5.6335 9.226 26.5403
O 0.3873 26.2921 13.4567
O 9.6725 1.2085 25.1749
O 4.0959 3.5113 20.8422
O 7.5929 8.9774 19.375
O 5.8659 9.3815 23.9307
O 1.2495 9.8808 19.8043
O 6.0565 2.7808 24.9797
O 11.9766 8.2882 26.4611
O 5.8499 9.088 21.4039
O 7.5524 -0.2957 25.3842
O 5.4973 10.5776 19.2493
O 9.0696 7.7871 22.4405
O 7.9661 0.1803 16.4568
O 8.9743 5.0401 26.7663
O 17.2821 9.7585 15.743
O 11.1511 5.9195 17.3548
O 2.6204 5.7845 22.3662
O 3.974 6.5521 20.2697
O 11.1022 9.1451 21.5819
O 4.6468 4.9021 18.5092
O 0.107 2 23.8046
O 3.454 2.7638 25.1111
O 3.517 5.4632 24.7792
O 7.7738 1.7436 18.5564
O 2.0777 6.5842 17.2201
O 7.7345 2.7723 16.0888
O 9.3086 10.2631 23.3239
O 1.9362 9.2407 17.379
O 6.3636 6.8562 18.6303
O 10.0619 3.7729 24.7687
O 1.2637 4.5119 15.8281
O 7.6961 8.5066 16.7682
O 13.3014 5.0313 20.0117
O 7.6293 1.3494 23.4184
O 6.8469 3.6831 27.6636
O 2.3674 2.2728 22.4151
O 4.9329 2.2349 18.7867
O 4.9389 0.4726 25.3213
O 0.0246 2.5344 26.5062
O 11.1842 7.869 19.2288
O 10.0233 11.944 19.6653
O 8.6239 5.8965 24.2284
O 3.0955 11.295 18.3638
O 1.5568 7.543 20.8644
O 4.1308 7.6698 23.2216
O 4.1151 7.7181 18.0339
O 9.2284 3.035 28.5467
O 10.9881 6.1512 25.3648
O 1.7038 7.2697 24.405
O 0.1065 2.9835 19.0919
O 0.2304 3.6526 21.6799
O 6.5036 4.0888 20.0699
O 6.6341 7.0333 22.8711
O 7.594 11.1763 20.6996
O 9.9764 1.8783 17.2361
O 0.5145 0.5988 17.9887
O 3.8132 0.9084 20.7686
O 8.3154 5.4368 21.5738
O 12.1981 7.0969 15.2569
O 5.0404 1.9162 22.7657
O 1.458 4.0915 24.0694
O 8.5461 2.7717 20.8743
O -0.8859 5.313 19.8286
O 8.9471 6.8656 18.4248
O 6.8761 3.7326 22.6735
O 11.0038 8.4393 24.084
O 1.9752 4.2704 26.6463

Results
free energy: -63417.258 eV
free energy less fixed offsets of O -447.96, Si -113.29 eV per atom: -0.098 eV
gap between the highest filled and lowest empty level on this k mesh: 1.470 eV

The program warned: the cutoff lies below the one the program advises for these potential files; the model core charge is not resolved on the grid; the forces do not sum to zero within the program's tolerance; the exchange-correlation potential is rough where the density is thin.
